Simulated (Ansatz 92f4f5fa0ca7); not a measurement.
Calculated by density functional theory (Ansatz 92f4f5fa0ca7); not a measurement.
Periodic cell of 276 atoms, Si168O108, from a study of silicon, its oxide and their interface. The atomic structure is a simulated model.
Doubt: the cutoff is far below the 930 eV that the study's wrapper takes by default for these files, so forces and energies are approximate.
This geometry differs little from another in the collection (a relaxation step or a small displacement).

Settings: functional PBE; potential files Ansatz PAW; basis plane waves; wave-function cutoff 580 eV; density cutoff ratio 5; exchange-correlation grid ratio 1; k mesh 1 x 1 x 1, Gamma-centred; self-consistency stop 5e-08 eV per atom in the density residual; occupations fixed; spin none; net charge 0.

Cell vectors (angstrom)
a, 11.6015, 0, 0
b, 0, 13.3963, 0
c, 0, 0, 30.8482

Atoms: element, x, y, z (angstrom)
Si, 0.0543, -0.0893, 24.0918
Si, 3.8611, 0.0093, 24.1817
Si, 7.7254, 0.0518, 24.0226
Si, 1.9243, 3.4169, 24.1224
Si, 6.016, 3.3841, 24.1822
Si, 9.6403, 3.3518, 24.2572
Si, -0.1036, 6.6833, 24.1473
Si, 3.7609, 6.6753, 24.2053
Si, 7.7201, 6.7791, 24.1481
Si, 2.0044, 10.0133, 24.1441
Si, 5.7759, 10.0635, 24.1633
Si, 9.6532, 10.0568, 23.9767
Si, 0.0291, 2.19, 24.8351
Si, 3.9371, 2.3005, 24.7792
Si, 7.7852, 2.1739, 25.1014
Si, 1.8438, 5.5983, 25.0051
Si, 5.7799, 5.6203, 24.8824
Si, 9.605, 5.5967, 25.0012
Si, -0.013, 8.95, 24.8196
Si, 3.8878, 8.902, 24.9895
Si, 7.7482, 8.9922, 24.9131
Si, 1.9579, 12.2466, 24.9764
Si, 5.8214, 12.3101, 24.9032
Si, 9.6484, 12.2813, 24.7999
Si, 0.0093, 2.2062, 27.2388
Si, 3.8901, 2.2575, 27.2071
Si, 7.754, 2.1927, 27.4172
Si, 1.8952, 5.5779, 27.3477
Si, 5.7885, 5.5863, 27.2694
Si, 9.6454, 5.5879, 27.3472
Si, -0.006, 8.9381, 27.2287
Si, 3.8751, 8.9112, 27.3394
Si, 7.7428, 8.9495, 27.2894
Si, 1.9403, 12.2639, 27.3278
Si, 5.8131, 12.284, 27.2822
Si, 9.66, 12.2655, 27.2195
Si, 1.9588, 1.1258, 28.057
Si, 5.7825, 1.1106, 28.0931
Si, 9.7045, 1.0791, 28.0917
Si, -0.0248, 4.4342, 28.0906
Si, 3.8582, 4.4668, 28.0759
Si, 7.7132, 4.4629, 28.0959
Si, 1.9123, 7.8208, 28.0873
Si, 5.8202, 7.8058, 28.0899
Si, 9.6744, 7.8335, 28.0845
Si, -0.0143, 11.1556, 28.0682
Si, 3.8833, 11.1548, 28.0902
Si, 7.7396, 11.1737, 28.0827
Si, 1.9336, 1.1164, 30.4532
Si, 5.8008, 1.1164, 30.4532
Si, 9.6679, 1.1164, 30.4532
Si, 0, 4.4654, 30.4532
Si, 3.8672, 4.4654, 30.4532
Si, 7.7343, 4.4654, 30.4532
Si, 1.9336, 7.8145, 30.4532
Si, 5.8008, 7.8145, 30.4532
Si, 9.6679, 7.8145, 30.4532
Si, 0, 11.1635, 30.4532
Si, 3.8672, 11.1635, 30.4532
Si, 7.7343, 11.1635, 30.4532
Si, 0, 0, 0.3944
Si, 3.8672, 0, 0.3944
Si, 7.7343, 0, 0.3944
Si, 1.9336, 3.3491, 0.3944
Si, 5.8008, 3.3491, 0.3944
Si, 9.6679, 3.3491, 0.3944
Si, 0, 6.6981, 0.3944
Si, 3.8672, 6.6981, 0.3944
Si, 7.7343, 6.6981, 0.3944
Si, 1.9336, 10.0472, 0.3944
Si, 5.8008, 10.0472, 0.3944
Si, 9.6679, 10.0472, 0.3944
Si, 0.0094, -0.0071, 2.7649
Si, 3.898, -0.0088, 2.752
Si, 7.7565, -0.007, 2.7803
Si, 1.9342, 3.3506, 2.7621
Si, 5.7956, 3.3625, 2.7362
Si, 9.6783, 3.3642, 2.776
Si, -0.0101, 6.6898, 2.7864
Si, 3.8615, 6.7036, 2.7454
Si, 7.7595, 6.7092, 2.7781
Si, 1.9245, 10.0642, 2.7611
Si, 5.7943, 10.024, 2.7645
Si, 9.6351, 10.0682, 2.7776
Si, 0.0095, 2.2168, 3.5574
Si, 3.8772, 2.2281, 3.512
Si, 7.7256, 2.2518, 3.5005
Si, 1.948, 5.5858, 3.5613
Si, 5.8064, 5.599, 3.5014
Si, 9.6636, 5.5803, 3.6555
Si, -0.0258, 8.951, 3.5131
Si, 3.8428, 8.9229, 3.5495
Si, 7.7153, 8.9324, 3.6183
Si, 1.9596, 12.3046, 3.5406
Si, 5.8253, 12.2456, 3.5536
Si, 9.6925, 12.2862, 3.6369
Si, 0.0256, 2.1892, 5.9331
Si, 3.9052, 2.2113, 5.8644
Si, 7.6958, 2.2587, 5.8422
Si, 1.9746, 5.577, 5.9362
Si, 5.7957, 5.592, 5.8502
Si, 9.654, 5.5528, 6.0857
Si, -0.0617, 8.9731, 5.8628
Si, 3.7957, 8.8873, 5.9238
Si, 7.6766, 8.9163, 6.0257
Si, 2.0021, 12.3223, 5.9006
Si, 5.8473, 12.192, 5.9284
Si, 9.7281, 12.2916, 6.0604
Si, 2.0135, 1.1452, 6.7532
Si, 5.8329, 1.0374, 6.6085
Si, 9.6036, 1.1971, 6.676
Si, 0.0709, 4.4179, 6.6662
Si, 3.9366, 4.4199, 6.6764
Si, 7.6276, 4.4474, 6.7627
Si, 1.797, 7.8235, 6.6846
Si, 5.7047, 7.7657, 6.7473
Si, 9.6532, 7.8464, 6.7492
Si, 0.1437, 11.1767, 6.744
Si, 3.8664, 11.1071, 6.6775
Si, 7.7951, 11.1497, 6.8315
O, 4.1675, 4.2613, 8.3272
O, 5.5458, 7.5707, 8.404
O, 9.3173, 1.5285, 8.3055
O, 9.7798, 8.0611, 8.4043
O, 2.2361, 1.2207, 8.4096
O, 5.9947, 0.9104, 8.2542
O, 1.4526, 7.9324, 8.3242
O, 0.5271, 11.1464, 8.3868
O, 3.7059, 10.9945, 8.3342
O, 0.3889, 4.2868, 8.3041
O, 7.2512, 4.426, 8.414
O, 7.7946, 11.2233, 8.5101
O, 6.6124, 3.4139, 22.6094
O, 2.2615, 9.9354, 22.4981
O, 7.6975, 0.1417, 22.3405
O, 11.2505, 6.5526, 22.5032
O, 7.8225, 6.9484, 22.4811
O, 0.2598, 13.07, 22.4564
O, 9.6191, 9.9863, 22.2915
O, 3.448, 6.6386, 22.5597
O, 5.6717, 10.0085, 22.5043
O, 9.3597, 3.4019, 22.6071
O, 1.7459, 3.5756, 22.4807
O, 3.7527, -0.097, 22.5291
Si, 8.9402, 10.0737, 18.047
Si, 4.4255, 10.9644, 9.7899
Si, 9.1844, 10.7181, 20.8847
Si, 5.0803, 8.1695, 9.8481
Si, 2.7012, 1.7044, 9.897
Si, 7.2163, 6.245, 21.1392
Si, 10.4065, 6.6183, 18.297
Si, 3.0849, 10.8052, 12.5478
Si, 10.0558, 6.1285, 14.1987
Si, 9.7253, 1.5137, 16.2509
Si, 5.5434, 0.5462, 9.7626
Si, 1.6481, 9.696, 21.0035
Si, 11.0913, 4.1482, 9.6479
Si, 7.2473, 0.8147, 20.8982
Si, 3.2465, 6.4262, 14.4895
Si, 7.9926, 3.4935, 21.713
Si, 10.2166, 1.2412, 9.6358
Si, 13.5806, 3.6489, 15.317
Si, 8.1293, 5.0275, 9.6533
Si, -0.5433, 4.3101, 16.658
Si, 1.4111, 13.0882, 11.9886
Si, 7.399, 1.5451, 14.0878
Si, 8.4672, 10.855, 9.9613
Si, 5.0499, 6.0446, 11.9775
Si, 7.9762, 0.0633, 11.4666
Si, 11.6032, 12.4648, 20.9628
Si, 9.0307, 7.8647, 9.8412
Si, 4.0435, 8.7047, 19.4107
Si, 7.5837, 4.5173, 12.7337
Si, 0.6638, 1.0687, 14.5627
Si, 4.5239, 10.3727, 15.0259
Si, 1.8232, 9.1919, 14.6277
Si, 4.1072, 6.0883, 21.1675
Si, 4.4103, 13.3529, 21.0464
Si, 1.8582, 1.1667, 19.5299
Si, 5.0002, 7.8603, 16.5995
Si, 2.821, 1.1909, 16.529
Si, 8.0247, 13.1134, 18.0232
Si, 7.4775, 7.5644, 18.2856
Si, 11.4448, 11.9101, 9.6558
Si, 5.9403, 10.5542, 20.9941
Si, 10.7428, 8.4889, 16.0464
Si, 5.5606, 13.3057, 15.9635
Si, 2.086, 7.3642, 9.7125
Si, 1.9584, 4.0708, 20.9454
Si, 3.4077, 4.5653, 9.7368
Si, 0.2047, 6.7637, 20.9896
Si, 11.3998, 6.5897, 11.4848
O, 9.2509, 0.6728, 17.5536
O, 9.3675, 0.6838, 10.8932
O, 1.0721, 4.1908, 16.5538
O, 2.6409, 12.3654, 12.7842
O, 6.2125, 5.3758, 12.8886
O, 1.031, 5.3912, 20.6034
O, 10.5286, 5.0643, 15.3211
O, 5.2045, 11.7675, 15.5192
O, 2.4678, 3.2969, 10.1473
O, 1.0191, 2.6808, 14.3689
O, 7.9352, 0.3858, 13.059
O, 5.6432, 7.3022, 11.1089
O, 3.2208, 0.4328, 20.0543
O, 3.4866, 4.6353, 20.7387
O, 1.8967, 9.8053, 13.1001
O, 4.2863, 1.4775, 10.1559
O, 4.0832, 8.5193, 17.7913
O, 5.0559, 11.8944, 20.6828
O, -0.0292, 5.0751, 10.8869
O, 4.2675, 6.6728, 15.7442
O, 9.6434, 9.889, 19.5327
O, 7.3071, 3.0208, 13.3552
O, 5.6757, 5.8591, 21.4483
O, 7.94, 6.6519, 9.7144
O, 7.8785, 4.3467, 11.1181
O, 10.3065, 2.9007, 16.8193
O, 9.8506, 9.6397, 16.7737
O, 7.2559, 7.2289, 19.8608
O, 10.998, 2.5885, 10.1156
O, 6.0069, 0.9206, 14.7314
O, 3.9328, 6.594, 13.0206
O, 8.8541, 6.8296, 17.8468
O, 11.2392, 6.3996, 13.0928
O, 1.0881, 7.4759, 11.0013
O, 8.295, 9.2565, 10.2905
O, 11.3159, 7.5386, 17.2717
O, 0.7162, 11.006, 20.6987
O, 6.7309, -0.0814, 17.076
O, 4.2374, 0.4553, 16.7288
O, 0.3417, 9.3047, 15.29
O, 2.8048, 9.6673, 19.8536
O, 6.7572, 0.8881, 10.7763
O, 5.4172, 9.4115, 19.9521
O, 7.8735, 11.85, 11.1307
O, 0.4439, 0.3474, 13.1215
O, 8.0289, 4.8653, 20.8344
O, 10.0868, 7.4057, 10.983
O, 2.1129, 7.5851, 14.6014
O, 10.0632, 11.1253, 9.9245
O, 11.2514, 13.4648, 9.1782
O, 4.4532, 4.9246, 10.9383
O, 0.9618, 8.2146, 20.9557
O, 2.621, 4.9169, 14.5318
O, 10.8936, 0.7842, 15.3887
O, 9.9885, 12.1646, 20.8018
O, 7.589, 9.1688, 18.0599
O, 2.4184, 5.8057, 9.4637
O, 3.1404, 2.7067, 15.9736
O, 10.6159, 6.9203, 19.8799
O, 8.5357, 11.6028, 17.8228
O, 1.912, 0.4178, 15.4023
O, 5.1772, 12.3776, 9.987
O, 6.2671, 7.0959, 17.3034
O, 8.7572, 5.4215, 13.4622
O, 7.632, 13.3525, 19.5784
O, 4.4628, 10.4601, 13.3783
O, 8.4502, 1.7719, 15.2913
O, 1.9617, 1.2238, 17.9085
O, 3.316, 10.7021, 10.9471
O, 5.6264, 1.0386, 20.951
O, 10.7663, 5.0674, 18.0547
O, 3.8627, 7.1997, 20.0141
O, 9.86, 7.5798, 14.9732
O, 5.4027, 9.0966, 15.5782
O, 0.665, 11.9523, 11.0653
O, 3.4585, 8.1586, 10.0022
O, 7.9848, 2.2454, 20.6804
O, 9.6477, 4.7164, 9.1782
O, 0.5708, 0.2216, 19.9414
O, 1.6986, 2.7277, 20.0412
O, 5.5167, 9.7457, 9.904
O, 7.5463, 10.8413, 20.8383
O, 1.8937, 0.8953, 11.03
O, 2.9528, 10.0593, 15.483

Results
free energy: -168222.955 eV
free energy less fixed offsets of O -568.88, Si -635.61 eV per atom: -1.435 eV

Forces (eV/angstrom), in the order of the atoms: element, x, y, z
Si, 0.0015, -0.0013, -0.0065
Si, -0.0113, 0.006, -0.0154
Si, -0.0048, -0.0025, -0.011
Si, -0.0038, -0.0003, -0.0084
Si, 0.0013, -0.0026, -0.0105
Si, 0.0039, 0.0016, -0.0078
Si, -0.0037, -0.0018, -0.0107
Si, -0.0058, -0.0034, -0.0066
Si, -0.0018, 0.0044, -0.0053
Si, 0.0009, -0.0027, -0.0065
Si, 0.0007, -0.0079, -0.0112
Si, 0.0025, -0.0032, -0.0119
Si, -0.001, 0.0005, 0.0054
Si, 0.0055, -0.0017, 0.0053
Si, -0.0008, 0.0008, 0.0115
Si, 0.0051, 0.0013, 0.01
Si, 0.0036, 0.0008, 0.0104
Si, 0.001, -0.0011, 0.0101
Si, 0.0006, 0.0029, 0.0076
Si, 0.001, 0.0067, 0.0101
Si, -0.0002, 0.0001, 0.0086
Si, 0.0014, 0.0002, 0.0101
Si, 0.0037, 0.0001, 0.0012
Si, 0.0019, 0.0012, 0.0064
Si, -0.0015, -0.0005, -0.0026
Si, -0.0011, -0.0005, 0.0013
Si, 0.0009, -0.0021, -0.0012
Si, 0.0011, 0, -0.0047
Si, -0.0006, 0.0015, -0.003
Si, 0.0019, 0.001, -0.0049
Si, 0.0016, -0.0018, -0.0016
Si, 0.0002, -0.0016, -0.0041
Si, -0.0017, -0.0001, -0.0051
Si, -0.0015, -0.0001, -0.0067
Si, -0.0018, -0.0013, 0.0001
Si, -0.0021, 0.0001, 0.0008
Si, 0.0016, -0.0008, -0.0053
Si, 0, 0.0014, -0.0065
Si, 0, 0.0006, -0.0034
Si, -0.0007, 0.0012, -0.0044
Si, -0.0012, 0.0014, -0.0042
Si, -0.0011, 0.0004, -0.0042
Si, -0.001, 0.0022, -0.0053
Si, 0.0004, 0.0019, -0.0042
Si, -0.0004, 0.0009, -0.0042
Si, 0.0008, 0.0002, -0.0049
Si, 0.0008, -0.0005, -0.0054
Si, 0.0017, -0.0007, -0.0071
Si, 0.0615, 0.0662, -0.1344
Si, -0.1537, -0.0249, 0.0733
Si, 0.1378, -0.1426, 0.0718
Si, -0.0536, -0.1288, 0.0064
Si, 0.0267, -0.0572, -0.0877
Si, -0.0801, 0.0081, 0.1092
Si, -0.0766, 0.0447, 0.0459
Si, 0.0599, -0.0116, 0.0355
Si, 0.023, 0.0552, 0.0148
Si, -0.0775, -0.0247, -0.0956
Si, 0.0616, 0.0133, 0.0272
Si, 0.0631, 0.0244, -0.0404
Si, -0.0668, -0.0181, 0.0211
Si, 0.082, -0.0233, -0.0381
Si, 0.0682, -0.0703, 0.0729
Si, -0.0201, 0.0259, -0.0042
Si, -0.0156, 0.0445, -0.1768
Si, 0.082, 0.1134, 0.0728
Si, -0.0522, -0.0288, 0.1354
Si, -0.0166, 0.0119, -0.1771
Si, 0.0809, 0.0535, 0.121
Si, 0.0116, 0.0229, -0.0381
Si, -0.0068, -0.0531, 0.005
Si, -0.1102, 0.0754, 0.1415
Si, 0.0017, -0.0013, 0.0047
Si, 0.0017, 0.0012, 0.0034
Si, -0.0008, 0.0001, 0.0061
Si, -0.0008, -0.0008, 0.0059
Si, 0.0005, -0.0015, 0.0029
Si, -0.0011, -0.0012, 0.0037
Si, -0.0006, -0.0005, 0.0042
Si, 0.0002, -0.0005, 0.0021
Si, 0.0014, -0.0016, 0.0062
Si, 0.0001, 0.0011, 0.0051
Si, -0.0013, -0.0009, 0.0069
Si, -0.0012, 0.0004, 0.0058
Si, 0.002, 0.0004, 0.0009
Si, 0.0022, -0.0022, 0.0022
Si, 0.0007, 0.0014, 0.0056
Si, 0.0025, 0.0017, 0.0041
Si, -0.0022, 0.0013, 0.0062
Si, -0.0006, 0.0018, -0.0009
Si, 0.0002, 0.0004, 0.0057
Si, 0.0006, -0.0017, 0.0024
Si, 0.0011, 0.0005, -0.0014
Si, -0.0012, 0.001, 0.0046
Si, -0.0017, 0.0025, 0.0009
Si, 0.0012, 0.0004, -0.001
Si, -0.0063, -0.0032, -0.0113
Si, -0.0088, -0.0004, -0.0045
Si, -0.0014, -0.0057, -0.0111
Si, -0.0047, -0.0005, -0.0132
Si, 0.0038, 0.0009, -0.0118
Si, -0.0059, 0, -0.0113
Si, 0.0012, -0.0003, -0.0121
Si, 0.0041, 0.0062, -0.0116
Si, -0.0005, -0.0002, -0.0065
Si, -0.0029, -0.0001, -0.0138
Si, -0.0069, -0.0002, -0.0087
Si, -0.0014, -0.0021, -0.0078
Si, 0.0035, 0.0071, 0.0078
Si, 0.0208, 0.003, 0.0298
Si, -0.0014, 0.0057, 0.0036
Si, 0.0084, 0.0001, 0.0041
Si, 0.001, -0.0023, 0.0088
Si, -0.0032, 0.0023, 0.0054
Si, -0.0038, -0.0009, 0.0063
Si, -0.0046, -0.0015, 0.0026
Si, 0.0018, 0.0017, 0.0068
Si, 0.0019, 0.0003, 0.0061
Si, 0.0015, -0.0073, 0.004
Si, 0.0037, 0.0031, 0.009
O, 0.0012, 0.0017, -0.0026
O, 0.0008, -0.0013, -0.0006
O, -0.0004, 0.0007, 0.0026
O, 0, 0.0007, -0.0028
O, -0.0005, 0.0003, 0.0045
O, -0.0169, -0.0088, 0.0088
O, -0.0012, 0.0012, -0.0042
O, 0, -0.0013, -0.0023
O, 0.0004, 0.0023, 0.0022
O, 0.0001, -0.0004, 0.0036
O, 0.0001, -0.0006, -0.0026
O, -0.0009, -0.0005, -0.0043
O, 0.001, -0.0001, -0.0021
O, 0.0003, 0.0003, -0.001
O, 0.0003, 0, 0.0038
O, -0.0003, 0.0001, -0.0007
O, 0.0006, -0.001, -0.0022
O, -0.0001, 0.0001, -0.0039
O, -0.0002, 0.0009, 0.0027
O, -0.0001, 0.0005, -0.0022
O, 0.0026, 0.0044, 0.0005
O, 0.001, -0.0007, -0.0012
O, 0.0013, 0.0008, -0.003
O, 0.0082, -0.0016, -0.0032
Si, 0.0001, -0.0005, -0.002
Si, -0.0023, 0.0029, 0.003
Si, -0.0019, -0.0005, -0.0017
Si, -0.0021, 0.0006, 0.006
Si, 0.0107, -0.0081, 0.0072
Si, -0.0027, 0.0001, -0.0044
Si, 0.0003, 0.0009, -0.0005
Si, -0.0002, -0.0026, 0.0039
Si, -0.0004, -0.0002, 0.0021
Si, 0.0008, 0.0085, -0.0044
Si, 0.0001, 0.016, -0.0032
Si, -0.0009, 0.0016, -0.0014
Si, -0.0005, 0.0015, 0.0038
Si, -0.0007, 0.0015, -0.0024
Si, -0.0022, -0.002, -0.0022
Si, -0.0002, 0.0018, -0.0027
Si, -0.001, -0.0003, 0.0013
Si, 0.0007, 0.0017, 0.0002
Si, -0.0015, 0.0006, 0.0051
Si, 0.0012, -0.0053, -0.0061
Si, -0.0027, 0.0005, 0.0024
Si, 0.0024, 0.0022, 0.0039
Si, 0.0036, -0.0008, 0.0049
Si, -0.0018, 0.0005, 0.0015
Si, 0.0013, 0.005, 0.0055
Si, 0.0027, 0, -0.0011
Si, -0.0024, -0.0036, 0.0052
Si, -0.0003, -0.0005, -0.0017
Si, 0.001, -0.0019, 0.0009
Si, -0.0001, 0.0001, 0.0007
Si, -0.0008, 0.0002, 0.0018
Si, 0.0004, 0, 0.0013
Si, 0.0025, 0.0009, -0.001
Si, -0.0048, -0.0066, -0.0008
Si, 0.0005, -0.0007, -0.0028
Si, 0.001, 0.0004, -0.0028
Si, 0.0009, 0.001, -0.0034
Si, -0.0037, 0.0002, -0.0038
Si, 0.0007, -0.001, -0.0021
Si, 0.0016, 0.001, 0.0033
Si, -0.004, 0.003, 0.001
Si, 0.001, 0.0012, -0.002
Si, -0.0003, -0.0009, 0.0013
Si, -0.0005, -0.0012, 0.0063
Si, -0.0008, -0.0002, -0.0024
Si, 0.0004, 0.0007, 0.0029
Si, -0.0013, 0.0002, -0.0022
Si, 0.0007, 0.0001, 0.0029
O, -0.0009, 0.0003, -0.0005
O, -0.0067, -0.0016, 0.0003
O, -0.007, 0.0009, -0.0027
O, -0.0025, 0.0024, -0.0027
O, -0.0012, 0.0005, -0.0022
O, 0.0009, -0.0006, -0.0007
O, 0.002, -0.0037, 0.0056
O, 0.0004, 0.0001, -0.001
O, 0.0005, -0.0039, -0.0006
O, -0.0014, 0.0005, -0.0024
O, 0.0001, 0.0006, -0.0087
O, -0.0001, -0.0008, -0.001
O, 0.0054, -0.0014, 0.0063
O, 0.0001, 0.0008, -0.0007
O, 0.0007, 0.0014, -0.0023
O, 0.0051, -0.0094, -0.0176
O, -0.0002, 0.0007, 0.0007
O, -0.0018, 0.0045, 0.0029
O, -0.0004, -0.0004, -0.0015
O, 0.0001, -0.0001, -0.001
O, -0.0001, 0.0006, -0.0003
O, 0.0004, -0.001, 0.0002
O, 0.0015, 0.0011, -0.0012
O, 0.0029, 0.0028, -0.0029
O, -0.0004, 0.001, -0.0021
O, -0.0011, -0.0024, -0.0067
O, -0.0009, 0.0006, 0
O, -0.0007, -0.0015, 0.0009
O, -0.0009, -0.0007, -0.0014
O, 0.0008, 0.001, -0.0009
O, -0.001, -0.0003, 0.0012
O, -0.0008, 0.0004, -0.0004
O, -0.0002, 0.0002, -0.0018
O, -0.0011, -0.0004, -0.0014
O, -0.0007, 0.0007, -0.0021
O, -0.0007, -0.0006, -0.0004
O, 0.0008, -0.0002, -0.0005
O, 0.0005, 0, 0.0005
O, -0.0003, -0.0004, -0.0018
O, -0.0008, -0.0004, -0.0007
O, 0.0014, -0.0005, -0.0023
O, -0.0163, -0.0088, -0.0179
O, 0.0016, 0.0031, 0.0009
O, -0.0006, 0.0013, -0.0016
O, 0.0016, -0.0007, -0.0043
O, -0.0005, -0.0007, -0.0009
O, -0.0017, 0.0006, -0.003
O, 0.0008, -0.0011, -0.0009
O, -0.0038, -0.0013, -0.0019
O, 0.0002, -0.0007, -0.0027
O, -0.0004, 0.0008, 0
O, 0.0006, 0.0003, 0
O, 0.0006, 0.0021, -0.0012
O, -0.004, 0.0033, 0.0003
O, -0.0003, -0.0003, -0.0009
O, -0.0001, 0.0003, -0.0007
O, 0.0001, -0.0003, -0.0034
O, -0.0003, -0.0005, -0.0008
O, 0.001, -0.0003, -0.0006
O, -0.0006, -0.0011, 0.0002
O, -0.001, -0.0003, -0.0014
O, 0.0032, 0.0086, -0.0059
O, 0.0003, -0.0001, -0.0005
O, 0.0004, 0.0006, -0.0015
O, 0.0003, 0.0001, -0.0001
O, 0.0001, 0.0003, -0.0028
O, 0.0019, -0.0019, -0.0006
O, -0.0007, -0.0005, 0.0038
O, 0.0005, 0, -0.0017
O, -0.0017, -0.0014, -0.0003
O, 0.0003, 0, -0.0006
O, -0.0007, -0.001, -0.0001
O, -0.0003, -0.0008, -0.0011
O, -0.0002, -0.0013, -0.0004
O, 0.0013, 0.0016, 0.0007
O, 0, -0.0007, -0.002
O, -0.0005, -0.0007, -0.001
O, -0.002, 0.0007, -0.0014
O, 0.0017, 0.001, -0.001
O, 0.0001, 0.0003, -0.0008
O, 0.0008, -0.0005, -0.0018
O, -0.0004, -0.0013, 0.0006
O, 0.0088, 0.005, -0.0089
O, 0.0001, -0.0005, -0.0023

The program warned: the cutoff lies below the one the program advises for these potential files; the exchange-correlation potential is rough where the density is thin.
